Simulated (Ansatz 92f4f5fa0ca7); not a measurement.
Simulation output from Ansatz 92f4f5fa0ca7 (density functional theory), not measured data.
Periodic cell of 214 atoms, Si128O86, from a study of silicon, its oxide and their interface. The atomic structure is a simulated model.
Doubt: the cutoff is far below the 930 eV that the study's wrapper takes by default for these files, so forces and energies are approximate.
This geometry differs little from another in the collection (a relaxation step or a small displacement).

Settings
functional: PBE
potential files: Ansatz PAW
basis: plane waves
wave-function cutoff: 580 eV
density cutoff ratio: 5
exchange-correlation grid ratio: 1
k mesh: 1 x 1 x 1, Gamma-centred
self-consistency stop: 5e-08 eV per atom in the density residual
occupations: fixed
spin: none
net charge: 0

Cell vectors (angstrom)
a  10.938  0  0
b  0  10.938  0
c  -2.6847  3.9116  31.7035

Atoms and the computed forces on them: element, x, y, z (angstrom), force x, y, z (eV/angstrom)
Si  5.5883  8.0413  25.6258  0.0081  -0.006  0.004
Si  4.2422  17.4195  24.5116  0.062  -0.0755  0.1186
Si  -0.7247  11.5255  24.2121  0.0191  -0.0496  -0.0078
Si  1.805  14.5385  24.2253  0.0421  -0.0671  0.1199
Si  9.1191  18.2062  24.3014  -0.0486  -0.0615  -0.1159
Si  5.5071  13.5156  25.5162  -0.0515  0.016  0.0597
Si  6.908  17.5508  26.9607  -0.0122  -0.0083  -0.119
Si  8.3405  10.7061  25.4648  -0.0284  0.0078  0.0245
Si  0.1006  13.4046  25.4411  0.0147  -0.0333  0.0074
Si  2.7691  16.1098  25.7221  0.0456  -0.0467  -0.0077
Si  10.8881  19.0221  25.6316  0.0679  -0.0227  0.0728
Si  2.7642  10.7582  25.5923  0.0023  -0.0061  0.0291
Si  4.1783  14.7871  27.0381  0.0174  0.0301  -0.1321
Si  8.1742  16.2798  25.3647  0.0374  0.0383  0.0548
Si  4.1622  9.4004  26.9218  0.015  -0.021  -0.017
Si  6.9431  12.1265  26.7999  0.0203  -0.0014  -0.0014
Si  9.6005  14.855  26.7301  -0.0137  -0.006  0.004
Si  12.2895  17.5769  26.9093  0.0038  -0.0103  0.0032
Si  9.5931  20.364  27.0314  -0.0389  -0.0015  -0.0565
Si  1.4244  12.1351  26.9742  -0.0182  0.0376  -0.1225
Si  2.7777  13.4671  28.3471  0.0093  -0.0264  0.0385
Si  5.529  16.2146  28.3241  -0.0016  -0.019  0.0304
Si  2.7765  18.942  28.2638  -0.0142  0.0055  -0.0065
Si  5.5505  10.7844  28.2447  0.0034  0.0106  0.0154
Si  8.2724  13.5007  28.2128  -0.0017  0.0088  0.0017
Si  10.9409  16.1835  28.2405  -0.023  0.0107  -0.0009
Si  8.2466  18.9387  28.3197  0.0145  0.017  0.0695
Si  10.9947  10.7709  28.3269  0.0235  -0.0033  0.0578
Si  4.1515  12.1151  29.6525  0.2339  -0.1789  0.1669
Si  6.886  14.8496  29.6525  0.2718  -0.1889  -0.0705
Si  4.1515  17.5841  29.6525  -0.1107  0.0385  0.0091
Si  6.886  20.3186  29.6525  -0.1668  0.0954  -0.0211
Si  9.6205  12.1151  29.6525  -0.079  0.3676  -0.0492
Si  12.355  14.8496  29.6525  -0.2716  0.158  0.0118
Si  9.6205  17.5841  29.6525  0.0336  -0.2445  0.042
Si  12.355  20.3186  29.6525  0.0842  -0.0269  0.0229
Si  5.5188  13.4824  31.0198  0.0474  0.0452  -0.0023
Si  8.2533  16.2169  31.0198  -0.0143  -0.0413  0.0094
Si  5.5188  18.9514  31.0198  -0.1202  0.04  0.0054
Si  8.2533  10.7479  31.0198  0.0039  0.0699  -0.034
Si  10.9878  13.4824  31.0198  -0.0822  -0.0284  0.0157
Si  2.7843  16.2169  31.0198  0.0208  0.0823  -0.0161
Si  10.9878  18.9514  31.0198  0.0832  -0.0253  -0.0355
Si  2.7843  10.7479  31.0198  0.049  -0.1617  0.0104
Si  6.8362  10.938  0.6835  -0.0685  -0.0389  -0.032
Si  9.5708  13.6725  0.6835  0.083  -0.0275  -0.018
Si  6.8362  16.407  0.6835  -0.0056  0.0881  0.0006
Si  9.5708  8.2035  0.6835  -0.0088  -0.0891  0.0088
Si  12.3052  10.938  0.6835  0.0594  0.0426  0.0243
Si  4.1018  13.6725  0.6835  -0.0348  -0.0307  0.0138
Si  12.3052  5.469  0.6835  0.0285  -0.0651  -0.0186
Si  15.0397  8.2035  0.6835  -0.0429  0.1419  -0.0243
Si  5.469  9.5708  2.0507  -0.0019  0.2043  -0.6057
Si  8.2035  12.3052  2.0507  -0.1143  0.1107  0.3282
Si  5.469  15.0397  2.0507  -0.0148  0.0075  0.6659
Si  8.2035  6.8362  2.0507  -0.1741  -0.0295  -0.5961
Si  10.938  9.5708  2.0507  0.0241  -0.0141  0.3946
Si  13.6725  12.3052  2.0507  0.1371  0.0272  -0.3652
Si  10.938  15.0397  2.0507  0.0196  -0.1325  -0.3225
Si  13.6725  6.8362  2.0507  0.0591  -0.1183  0.2116
Si  6.8191  8.2055  3.3335  0.0427  -0.0149  -0.0878
Si  9.5498  10.9341  3.4499  -0.0002  0.0244  -0.0121
Si  6.8448  13.6715  3.5019  -0.0215  -0.0398  0.0171
Si  9.5236  5.4368  3.3455  0.0165  -0.0377  -0.0653
Si  12.3061  8.1756  3.4489  0.0181  -0.0251  -0.0238
Si  4.141  10.9701  3.3728  0.0058  0.0601  0.0141
Si  12.3239  13.6689  3.3821  0.0213  -0.0072  -0.0617
Si  4.1039  16.4356  3.4941  -0.0251  0.0144  -0.0593
Si  8.1055  9.5526  4.7464  -0.0061  -0.0682  0.0879
Si  10.9651  12.3185  4.758  0.0141  -0.0203  0.0471
Si  8.2505  15.0697  4.8448  -0.0062  0.012  0.0298
Si  10.8399  6.7735  4.7148  0.008  -0.073  0.0904
Si  2.8733  9.5271  4.7074  -0.0139  0.0699  0.0502
Si  5.4537  12.2882  4.8818  -0.0271  -0.0323  0.0422
Si  13.5943  15.0632  4.8146  0.0192  -0.0647  0.0627
Si  5.5399  6.9146  4.7912  0.0133  0.0005  0.094
Si  6.3786  10.444  6.1201  -0.0251  0.037  -0.0508
Si  10.0601  14.0956  6.0537  -0.0745  -0.0826  -0.0297
Si  3.9926  12.2567  24.2219  -0.0479  0.1069  0.0192
Si  9.0389  7.7331  5.9125  -0.0268  0.0471  0.0917
Si  1.6861  11.0945  5.9479  0.0925  0.0513  -0.0707
Si  3.7834  13.4676  6.1443  -0.0048  -0.0826  -0.1402
Si  4.638  8.7154  6.0882  0.0383  -0.0289  0.0178
Si  3.9083  7.5617  8.0301  -0.0691  -0.072  -0.0408
Si  7.3272  5.9687  6.0442  -0.0038  0.022  -0.0247
Si  1  9.7814  24.3851  -0.0748  0.0601  -0.1109
Si  6.4126  15.2008  24.0982  -0.0841  0.0915  0.0234
Si  11.6846  4.9451  5.9878  0.0147  0.1996  0.0473
Si  7.252  8.9989  24.224  0.0478  0.0383  0.0078
Si  5.2745  10.2466  22.0719  0.0491  -0.0111  0.0043
Si  9.9516  12.6671  21.2385  0.0008  -0.0404  0.0176
Si  2.7561  8.301  22.3822  -0.0262  -0.0167  0.0071
Si  5.9783  14.0923  15.8397  -0.014  0.0065  0.0364
Si  9.6187  5.4432  12.3921  0.0006  0.0099  -0.0274
Si  10.1395  7.9474  14.1256  -0.0006  -0.0074  0.0068
Si  8.6313  14.9813  14.9228  0.0118  0.0084  -0.0009
Si  2.548  10.2588  18.3619  -0.0047  -0.0077  0.0029
Si  1.4875  15.0173  16.4291  0.0191  -0.0005  0.0274
Si  10.4786  12.6458  15.9523  0.0144  -0.0105  0.0288
Si  5.0976  14.0585  8.9616  -0.0116  0.0232  -0.0159
Si  10.4619  7.827  8.6323  0.0178  -0.0323  -0.0308
Si  11.643  10.7219  13.7615  0.0179  0.0067  -0.0107
Si  10.0803  17.1389  16.5157  -0.001  0.0095  0.0191
Si  8.1642  7.0139  10.4569  -0.0038  0.0005  -0.0503
Si  5.8614  14.4639  18.8893  -0.019  -0.0051  -0.0067
Si  7.1845  9.143  14.1501  -0.0091  0.0196  -0.0078
Si  3.174  9.8298  15.3482  -0.006  0.0013  0.0291
Si  12.0389  6.1967  7.9572  0.0097  0.0186  -0.0498
Si  5.2595  11.3483  19.0971  -0.0118  0.0049  -0.0318
Si  4.4701  7.4819  13.7874  -0.0038  0.0113  -0.0098
Si  13.1173  11.1811  11.278  0.0197  -0.002  0.0308
Si  4.054  8.7499  11.0264  -0.0149  0.0039  -0.0109
Si  3.012  15.6514  19.0272  0.0007  0.0155  -0.0131
Si  5.9937  10.937  16.2369  -0.0109  -0.0143  0.0316
Si  10.0455  18.8578  18.9379  0.0167  0.0233  0.0018
Si  3.1878  13.9414  11.4122  -0.0014  -0.0204  0.0204
Si  9.5971  17.2468  21.438  -0.0016  0.0363  -0.0047
Si  7.0948  11.794  8.9218  0.0116  -0.0448  -0.0122
Si  3.6309  4.4472  14.2813  -0.0021  -0.0159  -0.0152
Si  2.2184  18.517  19.5183  -0.0047  0.0001  -0.0505
Si  11.5041  4.146  10.1832  0.0121  0.0124  -0.0077
Si  9.7624  13.1948  8.2341  -0.0017  0.0234  0.0192
Si  11.563  10.6168  8.7183  -0.0536  -0.0745  0.0258
Si  6.9861  9.8331  11.2712  -0.0147  -0.0074  0.0072
Si  10.4258  10.9461  18.6358  0.0058  -0.0186  0.0043
Si  0.9015  15.0821  21.3257  -0.0102  -0.0327  -0.0394
Si  7.6492  14.9091  21.3354  0.0261  -0.0257  -0.0282
Si  6.3788  5.7072  8.2107  -0.0509  0.0481  -0.0012
O  6.918  10.7481  7.6723  0.0121  0.0363  0.0699
O  3.1759  18.156  23.509  -0.0263  0.0417  -0.0581
O  1.5449  9.2816  22.8777  0.0309  -0.021  0.111
O  12.2093  10.212  7.2787  0.0252  0.0414  -0.014
O  8.731  13.7171  21.2704  -0.0297  0.0326  0.0195
O  4.752  11.5515  22.9266  0.0077  -0.024  -0.0011
O  9.936  17.9252  22.8715  -0.0176  0.0124  0.0633
O  7.1284  10.0248  15.5192  0.0057  -0.001  0.0003
O  7.8558  8.4833  11.049  -0.0001  -0.0085  -0.0038
O  9.6395  7.006  9.777  -0.061  0.0097  0.0172
O  0.7167  18.6481  18.9383  -0.0039  -0.0078  0.0158
O  11.799  11.3127  12.2459  -0.0093  -0.0081  0.0097
O  10.7444  16.2176  20.9038  0.0055  -0.0059  0.019
O  5.2948  16.384  23.7555  0.0113  -0.0207  -0.0204
O  4.2417  14.4583  10.2842  -0.0104  0.0016  0.0052
O  12.3016  5.2433  9.2778  -0.0256  -0.0409  0.0244
O  4.5783  10.6128  15.5079  0.0011  0.0035  -0.0121
O  4.3422  5.9124  14.1903  0.0051  -0.0045  0.0043
O  4.2063  14.1192  7.5927  0.0126  0.0021  0.0672
O  2.2062  18.3565  21.1321  0.0013  0.0027  0.0452
O  5.7733  12.8747  19.1691  0.0079  -0.0004  0.0112
O  9.9123  11.7546  22.5877  0.0127  0.0133  0.0037
O  5.4247  9.6084  10.9023  0.0139  0.0087  -0.0032
O  7.0371  6.6703  9.351  0.0656  -0.0129  0.0388
O  9.2768  4.2585  13.4512  -0.0026  -0.0093  0.0058
O  10.6807  11.6737  14.6616  -0.008  0.0072  0.0043
O  1.1017  10.8186  18.8371  0.0089  0.0021  0.0089
O  3.0309  8.9401  19.182  0.0047  0.0084  0.0191
O  8.5677  8.3183  14.1953  -0.0006  -0.0009  -0.0048
O  12.649  11.2945  9.719  0.0184  0.0134  0.0068
O  4.1675  7.5935  12.1764  0.0069  -0.0071  0.0204
O  10.4468  14.2237  9.2972  0.0061  -0.0116  -0.0099
O  9.8157  11.7243  19.9249  -0.0082  0.0084  0.0159
O  13.6249  12.2877  6.514  -0.033  -0.0178  0.0386
O  13.3711  7.0605  7.55  0.094  0.0433  -0.0285
O  3.6589  11.3944  18.7261  0.0045  0.0024  0.0062
O  5.6745  12.5515  9.1675  -0.0033  -0.0123  -0.0057
O  2.4455  9.7953  16.8031  0.0114  -0.0003  -0.0252
O  12.6082  14.1328  10.8742  0.0049  -0.0062  -0.0065
O  4.5109  14.3655  15.202  0.0073  0.0003  -0.0049
O  8.8686  16.3352  15.7937  -0.0005  0.0001  0.0019
O  4.8232  6.2045  8.1008  0.0284  0.0013  -0.0167
O  4.0759  9.157  22.0012  -0.0056  -0.0048  0.0113
O  0.8953  13.5118  16.2237  -0.0162  -0.0079  -0.0159
O  2.5452  14.9093  17.6587  -0.011  -0.0026  -0.0055
O  9.2599  13.6724  15.6504  -0.0006  -0.0025  -0.0057
O  8.2266  5.8976  11.6471  0.0098  -0.005  0.011
O  2.8924  13.3921  23.6906  0.0111  -0.0052  -0.0208
O  11.0089  9.2126  9.3436  0.0092  0.0325  0.0011
O  13.1227  4.5807  15.0385  -0.0064  0.0015  -0.0076
O  13.1513  10.696  14.3734  0.0024  -0.0096  0.0116
O  9.3959  18.4635  20.3757  0.0013  -0.0037  0.01
O  6.2797  12.5094  15.9952  -0.0007  0.0098  -0.0152
O  6.6055  9.5807  22.7777  -0.041  0.0104  -0.0047
O  10.0928  11.7598  17.2652  0.0014  0.0179  -0.0234
O  2.1498  15.2179  20.3208  -0.0086  -0.0034  0.0268
O  8.2377  16.3899  21.6623  -0.0155  -0.0074  0.0288
O  6.688  14.5376  22.6057  0.026  -0.014  -0.029
O  5.9757  8.0449  14.072  0.0043  -0.007  -0.0003
O  9.4265  8.2795  7.4423  -0.0087  -0.0076  -0.1049
O  1.2895  15.3455  22.8861  0.0058  0.0122  -0.042
O  3.4423  14.7629  12.7896  0.0047  0.0112  0.0114
O  7.0209  15.0503  19.8504  -0.0047  0.0048  0.0124
O  10.6582  18.3449  15.5762  0.0032  -0.0044  -0.0024
O  10.3387  6.7426  13.0563  0.003  0.0034  0.0062
O  0.3322  16.0811  16.8644  -0.0062  0.0016  -0.0044
O  10.6954  4.8473  11.3702  -0.0251  0.0069  0.0355
O  0.3816  13.5453  21.1588  0.023  0.0335  0.0213
O  8.1844  12.9572  8.581  -0.0137  0.0009  -0.034
O  6.1543  14.7759  17.3167  0.0016  -0.0057  -0.0142
O  2.952  17.2633  18.8063  0.0029  -0.009  0.0119
O  9.4399  17.8181  17.8447  -0.0051  -0.0166  -0.0145
O  9.7231  9.4712  18.5628  0.001  0.0008  0.0075
O  7.0335  14.7545  14.7971  0.0039  -0.0034  -0.0092
O  3.3016  12.3218  11.6324  -0.0089  -0.0034  -0.0185
O  3.7455  8.1584  9.5456  -0.0114  0.0259  0.0415
O  4.523  15.2258  19.3579  0.0046  -0.0127  0.0122
O  10.396  11.6976  8.4054  0.0177  0.0046  -0.023
O  7.5383  11.0119  10.2904  -0.0004  0.0081  -0.0047
O  3.4179  8.3437  14.709  -0.0048  0.009  0.0034
O  7.1342  10.1762  12.866  0.0029  -0.0118  0.014
O  6.3318  4.1753  8.7811  0.0003  -0.0108  -0.0052
O  5.6199  10.6533  20.5262  0.0028  0.0029  0.018
O  11.0251  9.2243  13.6862  -0.0029  -0.0013  -0.008
O  6.0002  10.5892  17.8413  0.0054  -0.0002  -0.0074
O  2.8469  9.7181  11.5088  -0.0072  0.011  -0.0151

Results
free energy: -130287.013 eV
free energy less fixed offsets of O -568.88, Si -635.61 eV per atom: -5.253 eV

The program warned: the cutoff lies below the one the program advises for these potential files; the forces do not sum to zero within the program's tolerance; the exchange-correlation potential is rough where the density is thin.
